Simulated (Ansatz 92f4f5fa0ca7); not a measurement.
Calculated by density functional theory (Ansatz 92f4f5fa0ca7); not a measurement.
Periodic cell of 220 atoms, Si132O88, from a study of silicon, its oxide and their interface. The atomic structure is a simulated model.
Doubt: the cutoff is far below the 930 eV that the study's wrapper takes by default for these files, so forces and energies are approximate.
This geometry differs little from another in the collection (a relaxation step or a small displacement).

Settings
functional: PBE
potential files: Ansatz PAW
basis: plane waves
wave-function cutoff: 580 eV
density cutoff ratio: 5
exchange-correlation grid ratio: 1
k mesh: 1 x 1 x 1, Gamma-centred
self-consistency stop: 5e-08 eV per atom in the density residual
occupations: fixed
spin: none
net charge: 0

Cell vectors (angstrom)
a	10.938	0	0
b	0	10.938	0
c	0	0	32.5313

Atoms and the computed forces on them: element, x, y, z (angstrom), force x, y, z (eV/angstrom)
Si	-0.2538	0.2858	25.1394	-0.0078	0.0023	0.0057
Si	5.6656	-0.2961	25.124	-0.0048	0.0181	-0.0042
Si	2.3622	2.9915	25.0606	0.0092	-0.0002	0.0229
Si	8.4681	2.5094	25.1061	0.0036	-0.0064	-0.0174
Si	0.1306	5.2377	24.9231	0.0017	0.0032	-0.0348
Si	5.2221	5.7857	25.0731	-0.0012	-0.0116	0.0171
Si	2.9783	8.0035	25.0094	-0.0021	-0.0068	-0.024
Si	7.8978	8.4245	25.053	0.0102	0.0013	0.0063
Si	1.3005	1.4314	26.464	0.0042	0.0011	-0.0046
Si	6.8236	1.3588	26.3599	-0.0082	0.0035	0.0052
Si	4.0443	4.1329	26.3085	0.0045	-0.0071	-0.0075
Si	9.5817	4.117	26.3957	-0.0103	0.0031	0.0042
Si	1.3297	6.8317	26.2608	-0.0124	0.0116	0.005
Si	6.7839	6.8824	26.4368	0.0042	-0.0091	-0.0046
Si	4.0827	9.5306	26.436	-0.0026	0.0104	0.007
Si	9.5202	9.5763	26.3572	0.0035	-0.0046	-0.0101
Si	2.7172	0.0195	27.7421	-0.0086	0.0043	-0.0043
Si	8.1854	0.0077	27.7594	0.0087	-0.0029	0.0021
Si	-0.0332	2.7801	27.8163	0.0081	-0.0085	-0.0011
Si	5.4396	2.7565	27.6977	-0.0062	0.0046	-0.0101
Si	2.6987	5.4945	27.7171	0.006	-0.008	0.0054
Si	8.1879	5.4848	27.7343	-0.0023	0.0034	-0.0034
Si	-0.0083	8.2037	27.6927	-0.0016	0.0014	-0.0083
Si	5.4481	8.2179	27.8182	-0.0003	-0.008	0.0003
Si	4.1018	1.3673	29.1131	0.0359	0.1055	-0.1663
Si	9.5708	1.3673	29.1131	-0.1912	-0.0198	0.2717
Si	1.3673	4.1018	29.1131	0.1167	0.2968	0.2626
Si	6.8362	4.1018	29.1131	-0.1152	-0.0211	-0.2398
Si	4.1018	6.8362	29.1131	-0.2901	-0.1717	0.1982
Si	9.5708	6.8362	29.1131	0.064	0.0567	-0.2143
Si	1.3673	9.5708	29.1131	-0.1106	-0.0668	-0.233
Si	6.8362	9.5708	29.1131	0.0274	0.1625	0.3656
Si	0	0	30.4803	-0.0292	-0.016	-0.0205
Si	5.469	0	30.4803	0.0818	-0.0116	0.0072
Si	2.7345	2.7345	30.4803	0.0195	0.0432	-0.0213
Si	8.2035	2.7345	30.4803	-0.0203	-0.1176	0.0065
Si	0	5.469	30.4803	0.0755	0.0047	-0.002
Si	5.469	5.469	30.4803	-0.0699	-0.0422	-0.0137
Si	2.7345	8.2035	30.4803	0.0188	-0.0666	0.0014
Si	8.2035	8.2035	30.4803	0.0165	0.0342	-0.0216
Si	1.3673	1.3673	31.8476	-0.0001	-0.0004	-0.0201
Si	6.8362	1.3673	31.8476	-0.0285	0.0661	-0.004
Si	4.1018	4.1018	31.8476	0.0216	-0.0262	0.0017
Si	9.5708	4.1018	31.8476	0.0176	0.0633	-0.0382
Si	1.3673	6.8362	31.8476	-0.0889	0.0043	-0.0201
Si	6.8362	6.8362	31.8476	0.0139	0.0213	-0.0255
Si	4.1018	9.5708	31.8476	-0.0435	0.0203	-0.0285
Si	9.5708	9.5708	31.8476	-0.0085	-0.0127	-0.0073
Si	2.7345	0	0.6835	0.0444	-0.0409	0.0277
Si	8.2035	0	0.6835	-0.0029	-0.0054	0.0086
Si	0	2.7345	0.6835	-0.0245	-0.0258	0.0123
Si	5.469	2.7345	0.6835	0.0201	-0.036	0.0296
Si	2.7345	5.469	0.6835	-0.0013	0.0505	0.001
Si	8.2035	5.469	0.6835	0.0044	-0.0445	0.024
Si	0	8.2035	0.6835	0.0657	-0.0138	0.0207
Si	5.469	8.2035	0.6835	-0.0044	-0.0058	0.0173
Si	4.1018	1.3673	2.0507	-0.0547	0.0701	0.0018
Si	9.5708	1.3673	2.0507	0.0611	0.0337	0.0069
Si	1.3673	4.1018	2.0507	-0.0223	0.03	0.0193
Si	6.8362	4.1018	2.0507	-0.0089	0.059	0.0211
Si	4.1018	6.8362	2.0507	-0.0272	-0.0598	-0.0161
Si	9.5708	6.8362	2.0507	-0.0192	0.0195	0.0271
Si	1.3673	9.5708	2.0507	-0.0903	0.0112	0.0126
Si	6.8362	9.5708	2.0507	0.0801	0.0107	-0.0072
Si	0	0	3.418	0.184	0.0869	-0.3123
Si	5.469	0	3.418	0.1208	0.0719	0.4573
Si	2.7345	2.7345	3.418	0.302	-0.2556	0.0302
Si	8.2035	2.7345	3.418	-0.0972	-0.1908	0.0999
Si	0	5.469	3.418	-0.0068	-0.1769	-0.0905
Si	5.469	5.469	3.418	-0.208	-0.1159	-0.2928
Si	2.7345	8.2035	3.418	0.2509	0.0799	0.0547
Si	8.2035	8.2035	3.418	-0.1386	0.1747	-0.1885
Si	1.4306	1.3018	4.781	-0.0117	-0.0031	-0.0053
Si	6.8587	1.3717	4.8637	0.0047	0.0033	0.0073
Si	4.177	4.0363	4.7941	-0.0157	0.016	-0.0041
Si	9.5777	4.0738	4.7735	-0.0061	0.0104	-0.0019
Si	1.4075	6.7969	4.7491	-0.0038	-0.0003	0.0059
Si	6.7742	6.8733	4.7341	0.0028	0.0033	-0.0075
Si	4.1223	9.5637	4.8331	-0.0024	-0.0009	-0.0032
Si	9.5586	9.6142	4.7442	0.0163	0.008	0.01
Si	2.8178	-0.0145	6.2679	0.006	-0.0047	-0.0027
Si	8.263	0.0214	6.2405	-0.0101	-0.0048	-0.0038
Si	0.0356	2.6707	6.0892	-0.0023	-0.0126	0.0131
Si	5.5669	2.7607	6.3263	0.012	-0.0168	0
Si	2.7686	5.4008	6.0919	-0.0031	-0.0032	0.0119
Si	8.1462	5.4894	6.0054	0.0031	-0.0121	-0.0038
Si	0.0492	8.2375	5.9914	0.0024	0.0018	-0.0068
Si	5.4661	8.1943	6.2304	0.0009	0.0038	0.0245
Si	3.9276	1.634	7.628	-0.0049	0.0018	-0.0187
Si	9.9894	1.0907	7.5283	0.0102	0.0144	-0.0293
Si	1.6108	3.7955	7.3781	-0.0091	0.0252	-0.0415
Si	6.7151	4.4894	7.5862	0.0107	-0.0062	-0.0065
Si	4.2909	6.5254	7.4651	-0.0326	0.033	-0.0791
Si	9.3516	7.0864	7.1521	0.0171	-0.007	-0.0091
Si	1.1947	9.6593	7.4528	-0.0173	0.0061	-0.0193
Si	7.1593	9.2925	7.4917	-0.0159	0.0116	-0.0411
O	1.2724	4.1081	24.4868	-0.0077	0.0009	0.0079
O	6.7953	9.5653	24.5689	0.0047	-0.0108	0.0045
O	2.7354	2.7282	7.9227	0.0217	-0.016	0.0083
O	8.3091	8.1586	7.8624	-0.0143	0.0058	0.0201
O	5.4779	5.5085	8.0097	0.0346	-0.0238	0.0237
O	0.0861	-0.1447	7.8996	0.0132	-0.0089	0.0196
O	4.1062	6.8843	24.5336	-0.0088	0.0114	0.004
O	9.5657	1.3816	24.5856	0.0022	0.0037	0.0136
O	1.6409	8.8683	8.8404	-0.0022	0.0093	-0.0013
O	0.8949	4.2732	8.7755	-0.0103	-0.0087	0.0248
O	9.771	1.7714	9.0362	-0.0101	-0.0306	0.0516
O	6.6339	9.8579	8.9591	0.0195	-0.0015	0.0315
O	4.4566	1.2369	9.1447	0.0062	-0.0273	0.0515
O	3.4445	6.943	8.8152	-0.0081	0.0122	0.0621
O	7.5442	4.2066	9.0095	-0.0039	-0.0017	0.0024
O	10.0446	6.2254	8.341	-0.0024	-0.0028	0.0067
O	2.9058	2.1409	23.762	0.0076	-0.0091	-0.0063
O	4.8358	0.2524	23.8183	-0.0099	0.0048	-0.0058
O	7.9227	3.3016	23.7709	-0.0084	0.01	0.0031
O	10.3008	5.7744	23.5486	-0.0059	0.0029	0.0185
O	8.4255	7.6643	23.6967	-0.0018	-0.002	0.0155
O	2.4375	8.7576	23.6481	0.0052	0.0025	0.0162
O	6.059	5.2541	23.7569	0.0076	-0.0037	-0.0093
O	0.5652	10.6363	23.8575	0.0058	-0.004	0.0049
Si	3.1929	9.2612	11.9215	-0.1318	0.0816	-0.1036
Si	8.2026	4.7911	10.3893	0.0053	-0.0002	-0.0055
Si	7.0597	4.7558	17.4924	0.0409	0.0116	0.0519
Si	4.2951	1.6054	23.1024	-0.003	0.0001	-0.0168
Si	12.3616	3.3648	19.2361	-0.0327	0.1039	0.026
Si	7.9928	-2.9549	14.5453	0.151	-0.0377	0.0552
Si	1.0898	9.3763	22.9647	-0.0106	-0.0122	-0.0409
Si	4.0207	12.9289	20.0896	-0.0161	0.0202	0.0319
Si	-2.3783	2.9505	12.6595	0.0016	0.0027	-0.0019
Si	-3.9302	14.1905	20.1354	0.0234	-0.0062	0.0154
Si	1.1367	-4.4646	18.6376	-0.6537	-0.6522	-0.4572
Si	0.846	11.1991	12.4642	0.0034	-0.0423	0.0637
Si	10.3015	9.7777	14.8641	0.024	0.0059	0.0399
Si	-6.0253	3.1299	16.0498	-0.0003	-0.0147	0.0379
Si	7.1717	10.2584	10.4486	0.1401	0.0319	0.0796
Si	0.6527	17.6613	15.5306	-0.024	-0.007	0.0963
Si	-1.3974	4.1997	15.4301	0.0181	0.0148	0.0648
Si	-0.0067	5.4419	9.4235	-0.0044	-0.0003	-0.0139
Si	4.9999	7.4435	13.5008	-0.0881	-0.1696	-0.0112
Si	6.5588	3.8632	23.0797	0.0116	-0.0056	-0.0196
Si	7.422	7.6886	17.4205	0.0577	-0.011	0.0902
Si	9.8033	1.0693	10.5177	-0.0261	-0.0804	-0.0134
Si	2.1431	11.6488	18.1923	-0.0274	0.0409	0.0524
Si	9.7793	1.8689	19.7659	0.0122	0.0141	0.0335
Si	4.6157	0.7885	10.6975	0.0285	-0.0903	0.0219
Si	2.9978	2.2255	13.0179	-0.0618	-0.0099	-0.0209
Si	2.1981	7.5641	9.6492	-0.0036	-0.0142	0.0259
Si	5.8561	9.6518	15.6407	-0.0345	0.0809	0.0779
Si	3.1426	5.0369	14.4335	0.0047	-0.0381	0.0032
Si	9.7076	7.1396	22.8258	0.0142	-0.0057	-0.0682
Si	11.2626	10.2124	20.2211	0.0438	-0.0474	0.0282
Si	7.2971	-3.6001	11.7736	-0.0384	0.0625	-0.0432
Si	-1.3894	7.5608	19.7537	0.1399	-0.2343	-0.1284
Si	3.5842	0.5576	15.7552	0.0197	0.0402	0.0442
Si	9.6112	12.3668	16.5674	0.0053	0.0065	0.0441
Si	7.0461	1.5075	14.7786	0.0267	0.0173	0.0402
O	4.29	9.9875	15.7502	0.0299	-0.0113	-0.0249
O	10.2187	-0.0557	16.0992	-0.0014	0.0023	-0.0347
O	8.6712	-0.0914	10.4677	-0.1399	-0.0254	0.0366
O	0.1323	8.2901	15.017	-0.007	0.0135	-0.0363
O	4.3582	-4.7837	14.2047	0.068	0.1073	-0.0369
O	2.8148	14.0603	20.1252	0.0491	-0.0409	0.0063
O	1.8355	6.0002	14.5771	-0.0055	0.0016	-0.0275
O	-1.7937	14.8294	13.856	-0.0071	-0.0066	-0.0173
O	-2.8861	1.5429	16.0473	-0.0107	-0.0049	-0.0382
O	-1.0921	4.7846	10.4486	0.0029	-0.0016	0.0046
O	10.3685	-4.4586	18.8809	0.4163	0.0998	-0.035
O	8.3022	7.4063	16.0194	-0.0515	0.0204	-0.0829
O	-3.1969	1.7072	13.3298	-0.0064	-0.0033	-0.0008
O	3.4226	12.173	14.2747	0.0064	0.0048	0.0001
O	1.34	9.9336	21.4671	0.0083	0.0292	0.0206
O	8.1727	7.1256	13.1829	-0.0328	0.0169	0.0182
O	8.273	2.2235	20.3211	-0.0217	0.0053	-0.0098
O	10.2476	8.9987	19.9401	-0.0653	0.0915	0.002
O	4.0735	1.2669	21.5455	0.0034	-0.009	-0.0009
O	-3.6975	8.9078	11.3851	-0.0111	0.0677	-0.0593
O	6.8254	4.1156	21.5054	-0.0084	0.0029	0.0024
O	8.2047	7.9197	18.8069	-0.0522	0.0169	-0.0523
O	12.1166	10.5657	18.8882	0.0277	-0.0128	-0.0383
O	6.5521	6.3197	17.5063	-0.0202	-0.0077	-0.0252
O	-2.7184	4.4956	16.3662	-0.0222	-0.0043	-0.0281
O	9.63	2.1998	11.6815	0.0084	-0.0253	-0.0028
O	10.7317	10.7235	13.6056	0.1307	0.0101	-0.1233
O	5.9322	2.7184	14.8184	-0.0136	0.0006	-0.0043
O	6.4451	10.9208	14.8409	-0.0098	-0.0363	-0.0207
O	-0.5364	16.5214	15.411	0.0193	0.0259	-0.0363
O	-2.2062	-1.5332	14.4485	-0.014	0.0074	-0.0213
O	3.9911	1.8821	11.7486	-0.0103	-0.0487	0.0072
O	-7.3723	11.7717	19.013	0.012	-0.0063	-0.0209
O	2.7626	7.9331	11.1252	0.0318	0.1692	0.0601
O	5.7811	6.902	12.2037	0.0622	0.0291	0.0368
O	1.9657	-3.5981	19.5857	0.2949	0.457	0.5466
O	6.2019	8.2733	14.5464	-0.0331	-0.0144	-0.0008
O	9.221	6.9657	21.268	-0.0186	0.0052	0.0668
O	1.461	12.7005	12.7086	0.0582	-0.0621	0.0148
O	-0.0596	8.242	22.9599	-0.0022	0.002	0.0228
O	6.5343	9.0504	16.9928	-0.0114	-0.023	-0.0501
O	-3.4324	4.3013	18.9793	-0.0195	-0.0078	-0.0225
O	2.2585	0.2454	16.6144	-0.0035	-0.0122	-0.0337
O	-0.0353	3.0595	19.9783	0.0206	-0.0094	-0.0157
O	1.4455	4.816	18.582	-0.1186	0.2637	-0.1045
O	3.9281	10.2505	10.8706	-0.0257	0.0268	0.1279
O	5.4012	2.7634	23.3319	0.0011	0.0024	0.0108
O	3.6591	4.1176	15.6841	-0.0003	0.0005	-0.0208
O	5.5541	13.4837	19.7866	-0.0083	0.0022	-0.0148
O	-3.2683	3.9105	11.6639	-0.0008	0.0067	-0.0013
O	4.0939	8.7284	13.1843	-0.0033	0.0301	0.006
O	6.1946	0.4998	11.0358	-0.0349	-0.0879	-0.0493
O	9.5981	1.4785	18.1754	-0.0054	-0.0024	-0.0282
O	-0.6404	13.7583	15.9623	-0.0049	-0.0077	-0.0272
O	4.44	1.6691	16.6042	-0.0107	-0.0323	-0.0519
O	1.501	13.142	18.0708	0.015	-0.0536	-0.0452
O	5.7392	-7.0545	17.1855	-0.0032	0.006	-0.0196
O	1.0197	6.5199	10.0659	0.0229	0.0142	0.0047
O	1.2378	6.9119	16.9943	-0.0543	-0.105	0.1511
O	1.976	10.0457	12.6117	0.1138	-0.0084	-0.1095
O	7.7799	6.3714	10.5887	-0.0177	0.0103	0.0256
O	11.1744	0.2754	10.9485	-0.0515	0.0486	0.0121
O	10.3065	11.5006	20.5796	-0.0187	0.0167	0.0068
O	3.0079	3.8623	13.2595	0.0127	-0.0065	0.014

Results
free energy: -133959.350 eV
free energy less fixed offsets of O -568.88, Si -635.61 eV per atom: 2.610 eV

The program warned: the cutoff lies below the one the program advises for these potential files; the forces do not sum to zero within the program's tolerance; the exchange-correlation potential is rough where the density is thin.
